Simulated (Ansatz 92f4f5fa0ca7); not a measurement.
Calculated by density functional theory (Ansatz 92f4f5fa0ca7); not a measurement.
Periodic cell of 212 atoms, Si132O80, from a study of silicon, its oxide and their interface. The atomic structure is a simulated model.
This geometry differs little from another in the collection (a relaxation step or a small displacement).

Settings
functional: r2SCAN
potential files: Ansatz PAW
basis: plane waves
wave-function cutoff: 800 eV
density cutoff ratio: 5
exchange-correlation grid ratio: 1
k mesh: 1 x 1 x 1, Gamma-centred
self-consistency stop: 5e-08 eV per atom in the density residual
occupations: fixed
spin: none
net charge: 0

Cell vectors (angstrom)
a, 10.938, 0, 0
b, 0, 10.938, 0
c, 0, 0, 31.1215

Atoms and the computed forces on them: element, x, y, z (angstrom), force x, y, z (eV/angstrom)
Si, 10.3356, 0.3973, 23.7671, 0.0035, -0.0078, -0.0002
Si, 5.8757, 10.3735, 23.8356, -0.0062, 0.0045, 0.0024
Si, 2.1686, 3.1822, 23.7261, 0.0063, -0.001, -0.0006
Si, 8.6147, 2.2237, 23.4995, 0.0032, 0.0091, -0.0048
Si, 0.3818, 4.9849, 23.4405, -0.005, 0.0001, -0.0132
Si, 4.9692, 5.9013, 23.7801, 0.0036, -0.0085, -0.0034
Si, 3.2029, 7.6563, 23.7886, -0.0115, 0.0014, 0.002
Si, 7.7474, 8.8431, 23.7758, 0.0012, -0.0067, 0
Si, 1.2324, 1.3956, 24.9475, -0.007, 0.0086, -0.002
Si, 6.8271, 1.3546, 24.8728, -0.0001, -0.0053, -0.0071
Si, 3.9724, 4.1454, 24.993, -0.0076, 0.0046, -0.0034
Si, 9.5764, 4.0239, 24.7907, -0.0003, 0.0002, -0.003
Si, 1.3207, 6.7336, 24.8765, 0.0114, 0.004, -0.0027
Si, 6.8241, 6.8915, 24.8721, -0.0007, 0.0052, -0.0057
Si, 4.0935, 9.4675, 25.0424, 0.0068, -0.002, -0.0083
Si, 9.4587, 9.6605, 25.158, -0.003, 0.0013, -0.0072
Si, 2.6977, 0.0141, 26.2825, -0.0006, -0.0021, 0.0021
Si, 8.115, 0.0906, 26.4338, 0.0024, 0.0001, 0.0188
Si, -0.0541, 2.7594, 26.3535, 0.003, -0.0066, 0.0043
Si, 5.4404, 2.749, 26.2602, -0.0012, 0, 0.0028
Si, 2.6708, 5.4931, 26.3894, -0.0074, -0.0126, 0.0103
Si, 8.2137, 5.4564, 26.2111, 0.0007, -0.0019, 0.0008
Si, -0.0037, 8.1904, 26.2877, 0.0006, 0.0001, 0.0034
Si, 5.5026, 8.1714, 26.394, -0.0033, -0.0027, 0.0101
Si, 4.1018, 1.3673, 27.7033, -0.03, -0.0276, -0.5301
Si, 9.5708, 1.3673, 27.7033, -0.1994, 0.4099, 0.5692
Si, 1.3673, 4.1018, 27.7033, -0.3408, -0.0937, 0.3598
Si, 6.8362, 4.1018, 27.7033, 0.0244, 0.0404, -0.7502
Si, 4.1018, 6.8362, 27.7033, -0.0645, -0.1012, 0.3497
Si, 9.5708, 6.8362, 27.7033, -0.0372, -0.2372, -0.6041
Si, 1.3673, 9.5708, 27.7033, -0.0171, -0.0922, -0.4009
Si, 6.8362, 9.5708, 27.7033, -0.2445, 0.0983, 0.6316
Si, 0, 0, 29.0705, -0.0641, -0.0216, -0.0346
Si, 5.469, 0, 29.0705, -0.0544, -0.1881, 0.0464
Si, 2.7345, 2.7345, 29.0705, -0.0492, 0.0012, -0.0273
Si, 8.2035, 2.7345, 29.0705, 0.1385, -0.0571, 0.0624
Si, 0, 5.469, 29.0705, -0.0078, -0.1153, 0.037
Si, 5.469, 5.469, 29.0705, -0.1119, -0.0179, -0.0128
Si, 2.7345, 8.2035, 29.0705, 0.1264, 0.0341, 0.0159
Si, 8.2035, 8.2035, 29.0705, -0.0113, 0.0753, -0.0333
Si, 1.3673, 1.3673, 30.4378, 0.0496, -0.0293, -0.0026
Si, 6.8362, 1.3673, 30.4378, -0.064, 0.0762, -0.044
Si, 4.1018, 4.1018, 30.4378, 0.0582, -0.0431, 0.013
Si, 9.5708, 4.1018, 30.4378, -0.0939, 0.0868, -0.0079
Si, 1.3673, 6.8362, 30.4378, -0.0403, 0.0394, -0.0457
Si, 6.8362, 6.8362, 30.4378, 0.016, 0.0048, 0.0016
Si, 4.1018, 9.5708, 30.4378, -0.0353, 0.0978, -0.0086
Si, 9.5708, 9.5708, 30.4378, 0.0344, -0.0291, 0.0061
Si, 2.7345, 0, 0.6835, 0.0453, -0.0963, 0.0324
Si, 8.2035, 0, 0.6835, -0.0315, 0.0105, -0.0017
Si, 0, 2.7345, 0.6835, -0.0361, 0.0026, -0.0177
Si, 5.469, 2.7345, 0.6835, 0.0423, -0.0994, 0.0166
Si, 2.7345, 5.469, 0.6835, -0.005, 0.0335, 0.0058
Si, 8.2035, 5.469, 0.6835, 0.0721, -0.0515, 0.0275
Si, 0, 8.2035, 0.6835, 0.0772, -0.053, 0.0196
Si, 5.469, 8.2035, 0.6835, -0.0914, 0.0562, -0.0139
Si, 4.1018, 1.3673, 2.0507, 0.012, 0.1296, -0.0411
Si, 9.5708, 1.3673, 2.0507, 0.0799, -0.0064, 0.0313
Si, 1.3673, 4.1018, 2.0507, -0.0066, -0.0577, 0.036
Si, 6.8362, 4.1018, 2.0507, -0.0837, 0.0383, -0.0254
Si, 4.1018, 6.8362, 2.0507, 0.1226, 0.0415, 0.0053
Si, 9.5708, 6.8362, 2.0507, -0.0779, 0.0912, -0.0483
Si, 1.3673, 9.5708, 2.0507, -0.0583, 0.067, -0.0372
Si, 6.8362, 9.5708, 2.0507, 0.0502, -0.0076, 0.0372
Si, 0, 0, 3.418, 0.1387, -0.1056, -0.5961
Si, 5.469, 0, 3.418, 0.1459, 0.2848, 0.542
Si, 2.7345, 2.7345, 3.418, 0.3507, -0.0838, -0.4024
Si, 8.2035, 2.7345, 3.418, 0.0794, 0.1903, 0.6502
Si, 0, 5.469, 3.418, -0.1262, -0.109, 0.708
Si, 5.469, 5.469, 3.418, 0.158, 0.1038, -0.5301
Si, 2.7345, 8.2035, 3.418, -0.0639, -0.0216, 0.5311
Si, 8.2035, 8.2035, 3.418, 0.2206, -0.2615, -0.5296
Si, 1.4153, 1.3243, 4.7145, -0.0004, 0.003, -0.0017
Si, 6.8568, 1.4072, 4.8754, 0.0038, 0.0002, -0.0056
Si, 4.1163, 4.1292, 4.732, 0.0088, 0.0087, -0.0066
Si, 9.5751, 4.0926, 4.9138, 0.0003, -0.0022, 0.0018
Si, 1.3678, 6.8139, 4.8576, 0.0028, 0.0019, -0.0039
Si, 6.9037, 6.7805, 4.7374, -0.0024, 0.0093, -0.0022
Si, 4.1302, 9.5671, 4.8193, 0.0011, -0.0017, -0.0015
Si, 9.6024, 9.5421, 4.7102, -0.0039, 0.0054, -0.0097
Si, 2.7634, 0.0375, 6.1741, 0.0006, 0.0006, 0.0005
Si, 8.3382, -0.0373, 6.1175, 0.0034, -0.0031, 0.0046
Si, 0.1294, 2.6358, 6.1489, 0.0042, 0.0024, 0.003
Si, 5.5055, 2.9419, 6.2086, -0.0051, -0.004, -0.0016
Si, 2.7882, 5.4137, 6.1876, 0.0024, -0.0054, 0.0032
Si, 8.1901, 5.556, 6.3464, 0.0027, -0.0029, -0.0013
Si, -0.0354, 8.2282, 6.1836, -0.0036, -0.0035, 0.0017
Si, 5.5836, 8.1628, 6.0579, 0.0024, -0.0067, 0.0026
Si, 3.7083, 1.9184, 7.3085, 0.0079, -0.0012, 0.0103
Si, 10.2293, 0.7645, 7.3526, -0.0104, 0.0019, 0.0005
Si, 1.8236, 3.6378, 7.4754, -0.005, -0.0034, -0.0017
Si, 6.3681, 4.7671, 7.7128, 0.0005, -0.0049, 0.0103
Si, 4.5606, 6.4929, 7.3522, 0.0042, 0.0119, -0.0039
Si, 9.0798, 7.4538, 7.5461, 0.001, 0.0042, 0.006
Si, 1.1457, 9.8066, 7.467, 0.0069, 0.0054, 0.0083
Si, 7.3041, 9.1741, 7.3224, -0.0002, 0.0057, 0.003
O, 1.8325, 8.9749, 8.771, 0.001, -0.007, -0.0053
O, 1.1625, 4.1219, 8.9288, 0.0041, 0.0053, 0.0011
O, 9.6804, 1.4132, 8.74, -0.0014, -0.0049, 0.0083
O, 6.6799, 9.7735, 8.7202, 0.0066, -0.0013, 0.0066
O, 4.5641, 1.4143, 8.6207, -0.0028, 0.0066, 0.0063
O, 3.9696, 7.2992, 8.6593, -0.0096, -0.0013, 0.0048
O, 6.8114, 4.6132, 9.3423, -0.0012, -0.0032, -0.0031
O, 9.4562, 7.2729, 9.1558, -0.0003, -0.0034, -0.0023
O, 2.6646, 2.3957, 22.3713, -0.0021, 0.0016, -0.0035
O, 5.3487, 10.4896, 22.2792, 0.0082, -0.0038, -0.0002
O, 8.21, 2.639, 21.9163, -0.0026, -0.0102, -0.005
O, -0.1174, 5.3814, 21.8704, 0.0028, 0.0026, 0.0068
O, 8.3368, 8.9857, 22.2158, 0.0027, 0.0017, 0.0015
O, 2.7403, 8.0699, 22.261, 0.0033, -0.003, -0.0037
O, 5.3957, 5.3106, 22.2873, -0.0018, 0.0032, 0.0023
O, 10.6067, 10.4734, 22.3701, -0.0047, -0.0015, -0.0003
Si, 5.5713, 0.3026, 20.8801, -0.0009, 0.0059, 0.0031
Si, 3.4784, 3.1372, 17.0273, -0.006, -0.0028, 0.0021
Si, 4.8046, 1.5477, 10.1967, 0.0007, -0.002, -0.0087
Si, 3.3885, 2.5055, 20.9439, 0.0007, 0.003, 0.0036
Si, 3.9163, 9.5802, 18.8238, -0.0072, 0.0006, -0.0012
Si, 2.6979, 7.8023, 9.5213, 0.001, 0.0003, -0.0002
Si, 9.788, 9.3268, 21.5499, 0.0055, -0.0026, -0.0025
Si, 5.0499, 8.066, 16.3126, -0.0022, 0.0002, -0.0016
Si, 9.9378, 0.2297, 19.1005, 0.0003, -0.0002, 0.0006
Si, 5.1438, 10.3234, 14.0596, 0.0046, -0.0031, -0.0042
Si, 0.2694, 8.6936, 15.6477, 0.0006, 0.0008, -0.0039
Si, 6.7536, 10.2902, 10.2419, -0.0019, -0.001, -0.007
Si, 0.3349, 0.9278, 12.4969, 0.0026, 0.0055, 0.0004
Si, 7.2247, 5.7886, 16.3405, -0.0019, -0.0024, -0.0016
Si, 9.4619, 0.0267, 16.2405, 0.0045, 0.0015, -0.0002
Si, 10.1099, 6.459, 17.6356, 0, -0.0004, 0.0006
Si, 10.9444, 6.559, 20.7186, 0.0024, 0.0001, 0.0079
Si, 2.8089, 7.557, 20.7364, 0.0057, 0.0003, 0.0042
Si, 2.686, 2.8879, 11.9398, 0.0001, -0.0131, -0.0017
Si, 10.0412, 2.5756, 14.8142, -0.0075, -0.0039, 0.0008
Si, 7.3727, 3.9961, 13.7706, -0.0039, -0.0032, -0.0008
Si, 7.9169, 9.7093, 13.8789, -0.0019, 0.0029, -0.0067
Si, 4.0572, 8.013, 12.3041, -0.0001, 0.004, -0.0007
Si, 9.6677, 6.883, 10.7169, -0.003, 0.0002, 0.0017
Si, 7.0188, 7.6943, 12.0817, 0.0017, 0.004, -0.0005
Si, 10.4895, 9.1059, 12.755, -0.004, 0.008, -0.0026
Si, 7.9586, 1.9944, 20.4276, -0.0001, -0.0012, 0.0052
Si, 6.0963, 3.8695, 18.5778, -0.0017, 0.0031, 0.0008
Si, 4.7544, 5.2549, 20.8067, -0.0037, -0.0042, 0.0039
Si, 7.0968, 3.6909, 10.6798, 0.0012, -0.0046, -0.0017
Si, 9.1366, 1.4667, 10.238, -0.0004, -0.0047, -0.0104
Si, 2.6008, 7.1259, 14.8215, 0.0062, 0.0056, 0.0038
Si, 1.1337, 5.0777, 10.2479, 0.0017, -0.0034, -0.0014
Si, 2.0563, 0.9929, 18.5168, 0.001, 0.0014, 0.0033
Si, 4.6995, 2.4414, 14.2014, 0.0031, -0.0039, -0.0033
Si, 1.1523, 4.7337, 16.0485, 0.004, 0.0011, 0.0001
O, 10.4552, 1.4228, 13.7781, 0.0084, 0.0027, -0.0072
O, 7.9973, 0.3526, 10.4444, 0.0007, 0.0021, 0.0007
O, 8.8595, 3.4398, 14.1205, 0.0021, -0.0065, -0.0018
O, 4.2494, 2.9078, 15.6549, -0.0022, -0.0027, 0.0029
O, 10.1154, 6.4679, 19.2902, 0.0033, 0.0007, -0.0025
O, 3.6292, 4.0891, 20.6958, 0.0024, 0.0011, -0.0036
O, 8.1972, 6.751, 11.4439, 0.0038, 0.0049, -0.0022
O, 1.5665, 6.6249, 20.3184, 0.0006, 0.0035, -0.0032
O, 2.3426, 2.0203, 17.3124, 0.0103, 0.0042, 0.0055
O, 3.3278, 8.3333, 10.9061, 0.0036, -0.0058, 0.0045
O, 4.138, 6.6981, 20.4921, -0.0083, -0.0006, 0.0009
O, 8.6695, 6.1216, 16.9901, 0.0045, -0.0014, -0.0001
O, 0.5369, 0.4862, 18.6627, -0.0083, 0.0025, 0.0039
O, 2.8612, 8.8391, 19.7855, 0.0162, -0.0011, -0.0113
O, 7.4489, 8.1606, 13.5997, 0.0008, 0.0056, -0.0064
O, 3.3863, 2.0528, 10.7503, 0.0006, 0.0076, 0.0126
O, 10.577, 7.9224, 21.504, -0.0055, 0.0055, -0.0064
O, 10.5895, 8.3069, 14.1746, 0.0022, 0.0039, -0.0019
O, 1.9546, 4.245, 11.3997, -0.0036, 0.0049, -0.0047
O, 5.8843, 2.6347, 10.6825, 0.0007, 0.0013, -0.0003
O, 8.3901, 10.0987, 15.3749, 0.0016, -0.0008, -0.002
O, 4.4546, 0.8374, 14.1607, 0.0037, 0.0082, -0.0004
O, 9.1096, 9.9649, 12.8201, 0.0014, -0.0076, 0.0062
O, 4.6426, 3.203, 18.1794, 0.0042, 0.0044, -0.0087
O, 6.2572, 2.8493, 14.0476, -0.0054, 0.005, -0.0013
O, 5.3742, 0.1033, 10.6588, 0.0023, 0.0039, 0.0005
O, 4.8112, 1.7366, 20.9388, 0.0048, -0.003, 0.0032
O, 10.6189, 7.8325, 16.9008, -0.0019, -0.0039, 0.0008
O, 0.679, 10.2684, 12.5777, -0.0076, 0.0001, 0.0016
O, 4.5736, 8.5605, 17.7726, 0.0019, 0.006, -0.004
O, 10.5646, 5.5041, 10.7591, 0.0028, 0.0051, -0.0035
O, 7.1984, 5.2753, 14.781, 0.0054, -0.0003, 0.0039
O, 5.078, 10.2896, 19.6867, -0.0061, 0.0025, -0.0062
O, 6.6477, 4.5512, 17.2253, -0.0039, -0.0005, 0.0082
O, 1.5837, 5.8699, 14.9668, 0.0025, -0.0035, 0.0065
O, 5.8771, 5.0155, 19.6896, -0.0003, -0.0046, -0.0057
O, 10.4766, 8.0613, 11.5179, -0.0005, -0.0019, 0.0025
O, 9.0723, -0.1401, 17.7888, 0.0068, 0.0008, 0.0091
O, 6.6515, 10.6517, 13.5596, 0.0012, -0.0083, 0.0057
O, 1.8558, 8.4367, 15.4488, -0.0012, -0.0106, -0.0038
O, 9.3979, 1.5826, 19.8124, -0.0039, -0.0064, -0.0086
O, 7.1332, 0.6209, 20.6585, -0.0004, 0.0023, -0.0043
O, 0.1721, 5.2806, 17.1966, 0.0024, 0.0022, -0.0027
O, 2.5493, 4.4394, 16.8234, -0.0047, -0.0071, -0.0065
O, 3.795, 3.2063, 13.0816, -0.0059, -0.0037, -0.002
O, 9.4778, 1.6433, 16.0253, 0.0048, 0.0018, -0.0084
O, 6.9664, 9.0028, 11.1541, -0.0006, -0.0007, 0.0024
O, 10.9081, 10.2626, 15.9379, -0.0041, -0.0055, 0.0005
O, 2.4327, 1.768, 19.8849, 0.0027, -0.0024, -0.0074
O, 7.1857, 4.3681, 12.1773, -0.0013, -0.0054, 0.0015
O, 5.4677, 7.162, 12.1374, -0.0014, 0.0071, 0.001
O, 3.0324, -0.2241, 18.1169, 0.0005, -0.0128, -0.0007
O, 4.3577, 9.4452, 12.9745, 0.0016, -0.0047, -0.0002
O, 7.1562, 2.8616, 19.2986, -0.0011, 0.0014, -0.0015
O, 5.225, 9.424, 15.4203, -0.0016, -0.0063, 0
O, 0.3502, 3.527, 15.2802, 0.0015, 0.0049, 0.0013
O, 1.6489, 1.8317, 12.5424, -0.0005, -0.0002, -0.0101
O, 9.7162, 9.8809, 20.0444, 0.002, 0.0053, 0.0049
O, 1.803, 6.4934, 9.8457, -0.0006, -0.0031, 0.0014
O, 2.996, 7.2275, 13.252, 0.0044, 0.0059, 0.0012
O, 10.4172, 1.216, 11.1696, -0.0027, -0.0017, 0.0058
O, 6.3901, 7.1732, 16.4532, -0.0046, 0.0021, -0.0031
O, 3.9776, 7.0358, 15.6608, -0.0055, 0.0084, -0.0019
O, 8.5108, 2.9302, 10.4909, -0.0049, 0.0025, 0.0001

Results
free energy: -130057.682 eV
free energy less fixed offsets of O -570.45, Si -639.56 eV per atom: 0.238 eV

The program warned: the cutoff lies below the one the program advises for these potential files; the forces do not sum to zero within the program's tolerance; empty levels may hold ghost states of the PAW files; the exchange-correlation potential is rough where the density is thin.
